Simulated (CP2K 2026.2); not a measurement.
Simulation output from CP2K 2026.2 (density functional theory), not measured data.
Periodic cell of 515 atoms, Si360O155, from a study of silicon, its oxide and their interface. The atomic structure is a simulated model.
Doubt: the forces sum to 1.80 eV/angstrom along one axis rather than to zero, so they err by at least 0.0035 eV/angstrom per atom on average; the grid cutoff is modest.

Settings
functional: PBE
method: Gaussian and plane waves
basis set: DZVP-MOLOPT-SR-GTH
pseudopotentials: GTH-PBE
grid cutoff: 300 Ry, relative cutoff 40 Ry
k points: Gamma only
occupations: fixed
spin: none
net charge: 0

Cell vectors (angstrom)
a 16.32 0 0
b 0 16.32 0
c 5.2431 1.9584 34.1937

Atoms and the computed forces on them: element, x, y, z (angstrom), force x, y, z (eV/angstrom)
Si 0.715 -7.385 -2.283 -0.097 0.043 0.084
Si -3.733 -2.831 -1.166 0.084 0.133 0.177
Si -3.267 -8.111 -5.279 0.006 0.121 0.053
Si -7.843 3.5 -4.683 0.07 0.062 0.12
Si -8.48 7.97 -1.631 0.059 -0.01 0.065
Si -1.452 9.148 -0.325 -0.386 -0.478 0.454
Si 5.377 -1.214 -2.528 0.001 0.012 0.062
Si 3.294 1.413 -0.109 0.034 0.466 0.521
Si 0.814 -4.37 -2.978 0.105 -0.05 -0.035
Si -10.796 4.013 -4.007 -0.048 0.106 0.121
Si 3.967 1.529 -3.022 0.04 -0.019 0.024
Si -1.12 3.387 -0.501 -0.104 -0.004 0.186
Si -10.104 -2.111 -5.336 -0.1 0.064 -0.033
Si -6.649 3.887 -0.73 -0.011 -0.006 0.11
Si 3.401 8.087 -1.462 0.093 0.03 0.153
Si -5.393 -7.242 26.253 0.062 0.036 -0.161
Si -10.872 5.893 -1.455 -0.008 -0.063 0.007
Si 3.043 -3.018 -1.503 0.062 0.017 0.061
Si -0.48 -0.409 1.571 0.003 -0.036 -0.029
Si 3.265 3.051 1.585 0.002 0.075 -0.059
Si 0.195 5.507 1.474 -0.074 -0.147 0.647
Si 2.368 7.751 1.413 0.107 0.126 0.753
Si 0.075 -5.206 1.553 0.02 -0.155 0.695
Si 2.341 -3.065 1.402 0.131 0.16 0.741
Si 5.565 0.414 1.517 -0.075 -0.252 0.642
Si -8.378 2.444 1.515 0.124 0.124 0.783
Si 4.957 4.809 1.478 -0.255 -0.136 0.633
Si -7.588 8.616 1.354 0.068 0.275 0.586
Si 5.91 -5.005 1.388 0.103 0.282 0.569
Si -8.785 -3.19 1.337 -0.082 -0.024 0.001
Si -4.839 0.642 1.583 0.107 0.132 0.735
Si -3.092 2.355 1.614 -0.12 -0.251 0.497
Si -5.062 5.688 1.374 -0.088 -0.051 0.747
Si -2.83 7.913 1.298 0.388 0.409 0.125
Si -5.284 -5.389 -0.965 -0.273 -0.235 0.616
Si -2.219 -2.066 1.462 0.139 0.075 0.654
Si -1.415 1.298 2.871 -0.023 0.029 -0.029
Si 1.446 4.006 2.756 0.029 -0.03 -0.032
Si -1.355 6.763 2.741 0.041 -0.037 -0.027
Si 1.31 9.452 2.698 0.012 -0.006 -0.048
Si -1.385 -3.892 2.773 -0.029 0.034 -0.029
Si 1.303 -1.401 2.745 0.015 0.036 -0.069
Si 4.188 1.487 3.059 0.006 -0.009 -0.013
Si 6.766 4.031 2.788 -0.047 0.008 -0.08
Si 4.035 6.66 2.677 -0.003 -0.038 -0.076
Si 6.899 -6.778 2.596 0.008 -0.037 -0.053
Si 4.067 -4.12 2.638 0.002 -0.027 -0.032
Si -9.653 -1.399 2.624 -0.003 0.068 0.025
Si -6.744 1.366 2.794 0.009 -0.032 -0.07
Si -4.068 4.104 2.811 -0.02 -0.012 0.003
Si -6.685 6.861 2.652 -0.031 -0.007 -0.061
Si -4.112 -6.809 2.549 0.014 -0.015 -0.014
Si -6.909 -4.126 2.516 0.03 0.027 -0.028
Si -3.999 -1.223 2.757 -0.001 -0.016 -0.082
Si -2.743 0.021 4.292 0.004 -0.013 0.007
Si 0.039 2.673 4.089 -0.016 0.038 0.023
Si -2.668 5.413 4.141 0.016 0.016 0.027
Si -0.045 8.164 4.104 0.01 -0.016 0.019
Si -2.785 -5.392 3.943 0.041 -0.05 -0.004
Si 0.013 -2.697 4.219 0.012 0.045 -0.001
Si 2.697 -0.004 4.088 0.001 -0.056 0.018
Si 5.554 2.775 4.366 0.019 0.03 0.012
Si 2.718 5.406 4.168 -0.011 -0.027 0.011
Si 5.466 -8.191 3.904 -0.033 0.024 0.01
Si 2.754 -5.527 4.019 -0.041 0.013 0.016
Si 5.327 -2.697 4.06 0.022 0.006 -0.036
Si -8.157 -0.094 4.016 -0.067 0.035 -0.028
Si -5.498 2.805 4.17 0.019 -0.019 -0.012
Si -8.137 5.498 3.981 0.046 -0.045 0.004
Si -5.359 8.172 4.076 0.01 0.056 -0.004
Si -8.152 -5.435 4.065 0.048 0.034 -0.038
Si -5.477 -2.727 3.878 0.009 0.021 -0.001
Si -1.353 -1.354 5.572 0.024 0.001 0.006
Si 1.359 1.333 5.484 0.023 0.004 -0.014
Si -1.307 4.051 5.465 -0.015 -0.018 0.027
Si 1.337 6.801 5.464 0.002 0.006 -0.022
Si -1.423 9.569 5.379 -0.009 -0.007 0.007
Si 1.4 -4.142 5.433 0.007 -0.015 -0.022
Si 4.035 -1.36 5.466 -0.029 -0.004 0.055
Si 6.903 1.286 5.511 0.011 0.004 -0.007
Si 4.092 4.119 5.578 -0.002 0.008 0.002
Si -9.508 6.832 5.355 -0.013 -0.007 0
Si 4.124 -6.861 5.364 -0.008 -0.015 0.009
Si -9.559 -4.069 5.382 -0.005 -0.007 -0.021
Si -6.8 -1.427 5.372 0.018 -0.003 0.005
Si -4.137 1.418 5.526 0.013 -0.011 0
Si -6.849 4.162 5.47 -0.026 0.013 0.009
Si -4.043 6.802 5.459 0 -0.008 0
Si -6.77 -6.792 5.411 0.011 -0.014 -0.011
Si -4.141 -4.068 5.332 -0.006 0.035 0.022
Si 0.011 0.011 6.882 -0.008 0.019 0.021
Si 2.72 2.706 6.849 -0.01 -0.029 -0.012
Si 0.008 5.435 6.834 0.001 -0.019 0.005
Si 2.74 -8.163 6.777 0.015 0.012 0.005
Si -0.017 -5.455 6.771 0.001 -0.001 -0.01
Si 2.713 -2.752 6.815 -0.001 0.018 0.002
Si 5.446 -0.025 6.816 -0.001 -0.006 -0.017
Si -8.124 2.725 6.84 -0.011 -0.027 -0.008
Si -10.84 5.509 6.823 0.001 -0.008 0.008
Si -8.154 -8.149 6.753 -0.005 0.004 0.012
Si -10.88 -5.462 6.748 -0.02 0 -0.001
Si -8.174 -2.746 6.762 0.022 0.005 0.012
Si -5.482 -0.03 6.788 -0.022 0.009 -0.013
Si -2.711 2.738 6.84 0.02 0.012 0.006
Si -5.44 5.475 6.815 -0.001 -0.007 0
Si -2.714 8.191 6.797 -0.002 0.011 -0.009
Si -5.442 -5.421 6.767 0.012 0.007 0.015
Si -2.768 -2.76 6.785 -0.024 -0.01 -0.016
Si -1.372 1.364 13.612 -0.014 0.028 -0.001
Si 1.357 4.074 13.593 0.017 -0.021 -0.003
Si -1.351 6.818 13.593 0.005 -0.014 0.009
Si 1.346 -6.779 13.597 -0.012 0.009 -0.016
Si -1.354 -4.076 13.611 0.018 -0.026 -0.005
Si 1.352 -1.349 13.601 -0.015 0.013 0
Si 4.095 1.346 13.607 0.004 -0.016 -0.009
Si -9.527 4.068 13.594 -0.005 0.02 0
Si 4.071 -9.512 13.589 -0.019 0.017 -0.002
Si -9.51 -6.807 13.595 0.01 -0.025 -0.003
Si 4.065 -4.085 13.589 0.009 0 0.006
Si 6.817 -1.356 13.599 -0.003 0.002 -0.004
Si -6.786 1.333 13.586 0.021 -0.011 -0.002
Si -4.085 4.075 13.606 -0.011 0.006 -0.001
Si -6.793 6.781 13.606 0 -0.008 -0.011
Si -4.085 9.532 13.602 -0.001 0.026 0.004
Si -6.792 -4.066 13.608 -0.009 0.021 -0.001
Si -4.075 -1.375 13.614 0.011 -0.009 0.001
Si -2.726 -0.006 14.975 -0.001 0 -0.006
Si -0.008 2.728 14.963 0.012 0.008 -0.001
Si -2.703 5.443 14.938 -0.006 0.003 -0.01
Si -0.02 8.2 14.963 0.024 0.01 0.003
Si -2.731 -5.423 14.968 0 0.009 0.001
Si -0.003 -2.698 14.974 -0.004 0.002 -0.004
Si 2.717 0.004 14.966 0.011 0.002 0.001
Si 5.459 2.698 14.973 -0.012 -0.012 0.002
Si 2.708 5.444 14.942 -0.012 -0.005 -0.005
Si 5.436 -8.16 14.946 0.005 0.007 -0.009
Si 2.691 -5.416 14.965 -0.002 -0.01 -0.003
Si 5.434 -2.719 14.922 0.007 0.013 -0.014
Si -8.12 -0.019 14.972 -0.007 -0.008 -0.004
Si -5.429 2.675 14.953 0.002 0.009 -0.008
Si -8.164 5.413 14.954 0.009 -0.007 -0.005
Si -5.427 8.148 14.956 -0.012 -0.019 -0.002
Si -8.148 -5.44 14.948 0.002 0.008 -0.017
Si -5.43 -2.721 14.994 -0.003 -0.013 0.001
Si -1.362 -1.344 16.348 -0.002 0.006 0.003
Si 1.352 1.374 16.321 0.004 0.01 0.008
Si -1.373 4.088 16.322 0.002 -0.005 -0.015
Si 1.332 6.811 16.286 0.005 0.018 -0.013
Si -1.391 -6.769 16.344 -0.004 0 0.004
Si 1.356 -4.031 16.352 0.034 0.009 0.007
Si 4.077 -1.386 16.299 -0.008 -0.022 -0.012
Si -9.472 1.334 16.33 0.021 0.018 0.012
Si 4.069 4.075 16.288 0.008 0.014 -0.002
Si -9.523 6.79 16.296 -0.023 -0.016 -0.001
Si 4.068 -6.785 16.284 0.007 0.003 -0.008
Si -9.527 -4.07 16.273 -0.021 -0.01 -0.025
Si -6.764 -1.36 16.375 -0.002 0.012 -0.001
Si -4.085 1.329 16.359 -0.003 0.018 -0.005
Si -6.821 4.001 16.287 -0.03 -0.021 0.005
Si -4.035 6.804 16.306 0.016 0.008 -0.004
Si -6.777 9.525 16.303 -0.019 0.014 0.014
Si -4.062 -4.068 16.364 0.016 -0.025 -0.004
Si -1.271 1.343 19.07 -0.042 0.021 0.02
Si 2.664 2.792 17.665 0.015 0.01 -0.001
Si -0.077 5.523 17.666 -0.011 0.016 -0.022
Si 2.731 8.141 17.613 0.001 0.009 0.007
Si -0.08 -5.335 17.676 0.015 -0.01 0.03
Si 2.759 -2.706 17.742 0.001 -0.004 -0.033
Si 5.464 -0.05 17.618 0.017 0.01 0
Si -8.115 2.651 17.757 0.001 -0.019 -0.024
Si 5.469 5.382 17.644 0.004 -0.027 0.002
Si -8.195 8.201 17.625 0.022 -0.011 0.011
Si 5.391 -5.376 17.626 -0.032 0.011 -0.055
Si -8.143 -2.776 17.65 0.011 0.004 0.007
Si -5.44 0.015 17.798 -0.001 -0.01 -0.01
Si -2.675 2.668 17.68 0.012 0.008 0.009
Si -5.409 5.36 17.533 0.003 -0.016 -0.019
Si -2.719 -8.147 17.738 -0.018 0 -0.006
Si -5.37 -5.505 17.697 0.026 -0.013 -0.011
Si -2.762 -2.639 17.736 -0.037 0.002 -0.003
Si 0.045 -0.02 17.699 0.009 0.017 -0.01
Si 1.276 4.218 19.011 0.031 -0.002 0.032
Si -1.403 6.829 19.147 0.013 -0.001 0.016
Si 1.326 -6.769 18.854 0.019 0.041 0.035
Si -1.412 -3.939 19.115 0.019 0.009 0.022
Si 1.431 -1.322 19.103 -0.034 0.022 -0.006
Si 4.09 1.37 18.869 0.017 -0.011 0.014
Si -9.508 4.02 19.052 -0.03 0.015 -0.03
Si 4.109 6.75 18.961 -0.054 0.028 0.033
Si -9.6 9.601 18.956 0.028 -0.024 0.056
Si 4.096 -4.085 19.126 0.026 -0.001 0.013
Si 6.806 -1.436 18.996 -0.046 -0.035 0.021
Si -6.801 1.305 19.243 -0.019 0.009 0.012
Si -4.121 3.992 18.95 -0.007 -0.025 0.015
Si -6.753 6.763 18.784 -0.023 -0.068 0.03
Si -4.037 -6.824 19.173 -0.022 0.046 -0.005
Si -6.769 -4.167 18.975 -0.028 -0.009 0.006
Si -4.077 -1.301 19.205 0.069 -0.033 -0.013
Si -2.607 0.058 20.558 -0.005 0.002 0.052
Si 0.013 2.815 20.418 -0.011 -0.01 0.013
Si -2.867 5.366 20.357 -0.011 0.023 0.061
Si 0.029 8.312 20.358 -0.025 0.015 0.049
Si -2.72 -5.329 20.539 -0.011 -0.029 0.075
Si 0.064 -2.635 20.495 0.019 -0.009 0.03
Si 2.812 0.116 20.372 -0.004 0.012 0.062
Si 5.407 2.627 20.336 0.048 0.006 0.055
Si 2.686 5.527 20.385 0.001 0.019 -0.005
Si 5.413 8.171 20.286 0 0.028 0.016
Si 2.64 -5.503 20.313 -0.024 -0.009 0.003
Si 5.522 -2.759 20.489 -0.034 -0.014 0.062
Si -8.249 -0.139 20.502 -0.016 0.035 0.069
Si -5.343 2.689 20.537 0.002 -0.024 0.071
Si -8.051 5.448 20.195 0.017 -0.008 0.03
Si -5.474 -8.35 20.322 0.057 -0.034 0.033
Si -7.321 -7.454 21.433 -0.218 -0.053 -0.59
Si -5.556 -2.737 20.391 -0.017 0.005 0.058
Si -1.009 -1.073 21.939 -0.119 -0.036 -0.808
Si 1.974 2.034 21.524 0.132 0.023 -0.599
Si -1.89 3.668 21.618 -0.088 -0.322 -0.573
Si -0.868 3.818 24.365 0.016 0.027 -0.057
Si -0.776 -6.149 21.63 0.137 0.12 -0.661
Si 0.99 -4.47 21.656 0.039 -0.004 0.046
Si 4.517 -0.938 21.621 -0.018 -0.035 0.062
Si -10.118 0.774 21.622 -0.153 -0.083 -0.661
Si 3.687 3.713 21.495 0.006 0.027 0.045
Si -9.058 7.21 21.35 0.007 0.026 -0.001
Si 3.601 -7.271 21.531 -0.039 -0.007 0.02
Si 7.307 -3.795 21.734 0.019 0.032 0.037
Si -7.344 -1.961 21.737 -0.226 -0.107 -0.514
Si -3.496 1.819 21.862 0.053 0.197 -0.593
Si -6.434 4.473 21.611 0.013 0.041 -0.023
Si -4.653 6.182 21.699 -0.19 -0.111 -0.578
Si -8.146 -5.499 20.35 0.027 -0.04 0.023
Si -4.361 -4.121 21.819 0.249 -0.041 -0.833
Si 4.78 -4.48 -6.731 -0.047 0.078 -0.103
Si -7.44 4.122 23.705 0.213 -0.073 -0.612
Si -7.683 -0.833 -6.734 -0.027 0.019 -0.076
Si 1.816 7.416 21.586 0.267 0.037 -0.57
Si -10.187 -2.575 25.521 0.155 0.007 -0.069
Si -1.78 -3.143 -3.547 -0.074 0.141 0.081
Si -4.194 -6.205 -7.523 0.019 0.016 -0.08
Si 2.073 -3.996 23.73 -0.351 -0.115 -0.513
Si -3.194 -3.533 -6.243 -0.053 0.085 -0.036
Si 4.123 5.036 -6.489 0.09 0.018 0.004
Si -3.573 0.459 -4.119 -0.064 0.018 -0.027
Si -8.872 -4.608 23.993 -0.061 0.174 -0.615
Si -0.851 -0.249 -3.162 0.034 0.028 0.055
Si 1.171 5.824 -6.457 -0.095 -0.043 -0.18
Si -9.775 -7.252 24.988 0.036 -0.007 -0.043
Si -7.067 5.714 -2.932 -0.1 0.031 0.045
Si -3.742 7.811 24.137 -0.128 -0.06 -0.131
Si -3.743 0.515 24.843 0.046 0.083 -0.14
Si -8.004 2.163 -7.295 -0.036 -0.161 -0.029
Si -2.365 1.294 -6.935 0.053 -0.001 0.032
Si -9.195 -5.901 -3.378 0.041 -0.021 -0.048
Si -1.237 -7.101 24.645 -0.003 0.082 -0.003
Si -2.882 -2.382 24.028 -0.04 0.072 0.014
Si 1.464 7.897 24.645 0.025 -0.048 -0.347
Si -1.951 -4.476 26.263 0.083 -0.14 -0.161
Si -9.741 2.154 24.379 0.034 -0.015 -0.092
Si 4.92 -0.498 -7.458 0.107 0.031 -0.113
Si 1.45 1.101 -4.822 -0.019 -0.023 0.027
Si -1.621 4.58 -3.38 0.137 0.068 -0.026
Si -5.953 -5.925 1.265 -0.035 -0.019 -0.037
Si -4.095 6.238 -3.419 0.063 0.147 -0.12
Si 0.426 1.122 23.825 0.114 -0.099 -0.105
Si 4.434 4.382 23.599 -0.14 -0.251 -0.656
Si -0.231 3.264 -5.881 -0.015 0.047 -0.041
Si -9.575 6.408 23.427 0.032 0.189 -0.739
Si -5.774 4.453 26.209 0 0.012 -0.01
Si -7.346 -2.267 24.702 0.007 -0.003 -0.102
Si 1.805 5.053 25.307 0.014 0.026 -0.047
Si 4.881 -5.547 -1.571 0.026 -0.008 0.109
Si -9.723 -6.902 -6.212 -0.043 0.009 -0.027
Si 3.772 -1.358 23.815 0.209 0.052 -0.767
Si 2.506 0.568 25.745 -0.048 -0.055 0.003
Si 2.019 -0.96 -7.14 -0.04 -0.005 0.011
Si -5.974 -0.581 -1.026 0.105 0.023 0.063
Si -3.508 -7.336 -2.491 -0.071 -0.009 -0.1
Si 3.721 -6.529 23.736 -0.139 -0.272 -0.718
Si -7.193 -3.768 -2.978 0.118 -0.035 -0.072
Si 1.749 -3.882 -6 0.05 0.047 -0.028
Si -0.528 7.209 -4.357 -0.105 -0.031 -0.058
Si 0.327 0.596 -0.368 -0.337 -0.224 0.473
Si -5.552 -6.388 23.49 -0.006 -0.024 -0.029
Si -8.608 -2.081 -0.739 -0.087 -0.31 0.565
Si -5.889 1.84 -2.832 0.007 0.004 0.101
Si -5.452 -1.923 -4.952 -0.031 0.021 0.031
Si -1.364 1.373 8.207 0.01 -0.01 0.014
Si 1.362 4.076 8.195 -0.011 0.01 0.004
Si -1.361 6.817 8.161 0.01 -0.002 -0.005
Si 1.359 -6.805 8.133 0.005 -0.013 -0.009
Si -1.378 -4.096 8.141 0 -0.001 0.001
Si 1.37 -1.383 8.19 -0.01 -0.008 0.004
Si 4.093 1.344 8.181 -0.001 0.002 0.009
Si -9.514 4.09 8.166 -0.007 -0.005 -0.019
Si 4.094 6.83 8.177 0.012 -0.001 0.001
Si -9.514 -6.798 8.129 0.012 0.006 0.006
Si 4.093 -4.109 8.146 -0.01 0.002 -0.007
Si -9.512 -1.388 8.157 -0.008 0.003 -0.002
Si -6.784 1.348 8.185 -0.004 0.019 0
Si -4.081 4.104 8.175 -0.001 -0.001 0.004
Si -6.812 6.824 8.157 0.005 0.006 0.006
Si -4.088 -6.78 8.146 0.001 0.003 -0.001
Si -6.81 -4.087 8.14 -0.004 -0.011 0.006
Si -4.102 -1.376 8.147 0.01 0.001 0
Si -2.733 -0.018 9.519 0.003 0.016 -0.001
Si -0.001 2.731 9.559 -0.003 0.009 0
Si -2.724 5.465 9.53 -0.008 0.014 0
Si 0.012 -8.158 9.515 0.009 -0.019 0.006
Si -2.723 -5.445 9.518 0.005 -0.016 0.003
Si -0.023 -2.731 9.517 0 0.02 -0.001
Si 2.732 -0.016 9.539 0.011 -0.015 0.002
Si -10.877 2.728 9.524 -0.003 0.012 0.012
Si 2.736 5.447 9.526 0.013 -0.009 -0.001
Si -10.867 -8.138 9.526 -0.024 0.001 -0.004
Si 2.713 -5.444 9.506 -0.001 0.021 -0.003
Si -10.871 -2.747 9.517 0.009 -0.017 0.004
Si -8.166 -0.008 9.52 -0.008 0.023 0.001
Si -5.421 2.713 9.531 0.021 -0.036 0
Si -8.15 5.443 9.524 -0.002 -0.012 -0.012
Si -5.447 -8.14 9.514 -0.008 0.016 0.006
Si -8.161 -5.448 9.509 -0.008 -0.004 0.005
Si -5.454 -2.73 9.511 -0.01 0.004 -0.008
Si -1.369 -1.367 10.885 -0.005 -0.005 -0.003
Si 1.365 1.352 10.893 0.003 0.006 0
Si -1.368 4.099 10.895 0.002 -0.006 0.005
Si 1.368 -9.514 10.879 0.006 -0.001 -0.005
Si -1.359 -6.8 10.874 0.001 0.015 0.002
Si 1.352 -4.081 10.868 -0.012 -0.008 -0.004
Si 4.095 -1.378 10.885 0.001 0.01 0.004
Si -9.517 1.36 10.877 -0.013 -0.005 0.008
Si -12.238 4.079 10.887 -0.009 -0.005 -0.001
Si -9.516 -9.518 10.881 -0.002 -0.002 -0.005
Si -12.243 -6.791 10.878 0.013 -0.007 0.002
Si -9.514 -4.093 10.884 0.004 0.004 0
Si -6.801 -1.368 10.874 0.008 -0.006 -0.002
Si -4.072 1.349 10.889 0.004 0.01 0.005
Si -6.794 4.073 10.88 -0.001 0.012 -0.003
Si -4.089 6.817 10.883 -0.002 -0.007 0
Si -6.802 -6.794 10.884 -0.008 -0.003 -0.007
Si -4.083 -4.081 10.875 0.015 0.004 0
Si -0.012 0.003 12.245 0.003 0 -0.003
Si 2.73 2.711 12.249 -0.001 0.012 0.002
Si 0.007 5.452 12.241 0.009 0.016 0.001
Si 2.714 -8.146 12.241 0.005 -0.001 -0.002
Si -0.008 -5.432 12.233 0.011 -0.001 -0.002
Si 2.708 -2.719 12.236 0 -0.005 0
Si 5.452 -0.005 12.238 0.01 0.007 0.003
Si -8.153 2.711 12.242 0.003 -0.011 0
Si -10.881 5.442 12.24 -0.011 -0.012 0.001
Si -8.15 -8.17 12.244 0.001 0.002 -0.002
Si -10.882 -5.445 12.244 -0.014 0.008 0.001
Si -8.155 -2.723 12.239 -0.005 0.002 -0.002
Si -5.43 -0.024 12.236 -0.012 0.01 -0.008
Si -2.722 2.722 12.246 0.006 -0.008 0.004
Si -5.437 5.434 12.238 0.005 -0.006 -0.003
Si -2.723 8.172 12.24 0.006 -0.005 0.003
Si -5.443 -5.431 12.242 -0.011 -0.008 -0.006
Si -2.722 -2.729 12.247 -0.002 0.013 0.001
O -2.655 -2.24 -0.119 0.27 -0.094 -0.181
O 1.945 0.526 -0.28 0.238 -0.347 0.179
O -7.491 -3.875 24.478 0.459 -0.238 -0.041
O -5.181 0.346 0.015 0.345 0.455 -0.548
O -1.35 3.742 -2.044 0.018 -0.169 -0.194
O 1.293 6.604 0.918 0.152 -0.3 -0.441
O 3.053 -7.917 0.089 0.201 0.589 0.024
O -10.461 -5.09 -2.775 -0.134 0.636 -0.197
O -0.947 -5.821 0.433 -0.194 0.307 -0.031
O 1.225 -4.197 0.941 0.07 -0.225 -0.702
O 2.912 -2.455 0.005 -0.035 0.65 -0.204
O -0.868 6.01 -3.319 0.205 0.029 0.665
O 4.484 0.337 0.276 -0.001 -0.353 -0.372
O -9.509 1.368 1.009 0.03 -0.13 -0.413
O -7.771 8.068 -0.187 0.356 -0.31 -0.136
O 4.387 -7.043 -1.924 0.304 -0.094 -0.319
O -9.818 7.106 -1.439 -0.237 -0.038 -0.09
O -5.471 -5.101 22.531 -0.367 0.121 -0.111
O -0.045 2.183 -0.41 0.236 0.157 0.13
O -3.939 6.759 0.797 -0.109 0.037 -0.032
O -5.732 2.856 -1.58 0.422 -0.005 0.195
O 5.123 -6.783 24.442 -0.147 0.452 0.01
O -1.179 3.69 -4.644 -0.113 0.029 -0.024
O -9.901 1.054 23.216 0.085 -0.243 0.338
O -8.514 5.306 23.919 0.078 0.008 0.182
O 2.53 -2.43 23.786 -0.125 0.118 0.106
O -4.495 7.901 25.572 -0.069 -0.429 0.358
O 0.159 -7.662 25.206 0.026 0.165 0.465
O 1.254 -4.264 -4.527 0.027 -0.067 -0.157
O -2.36 0.341 -3.048 -0.177 0.346 0.55
O 2.563 5.089 -6.149 0.031 -0.324 0.356
O 1.692 1.853 23.132 0.322 0.312 0.49
O -8.733 -6.168 24.396 0.428 -0.214 -0.02
O -5.722 -6.157 25.084 -0.213 0.337 0.162
O -6.888 -1.588 23.302 0.441 0.453 0.121
O -5.692 4.868 0.118 0.048 0.167 -0.483
O -2.352 -3.334 25.201 0.015 0.085 0.017
O 3.97 -1.98 -2.307 -0.191 0.193 -0.13
O -8.84 -1.745 25.106 -0.167 0.653 -0.31
O -4.083 -4.328 -0.656 0.243 0.017 0.593
O -2.169 7.906 24.45 0.462 -0.333 -0.083
O -10.873 3.295 24.241 -0.112 -0.024 0.615
O -4.176 6.534 23.253 0.224 -0.383 0.324
O 4.499 3.7 -7.302 -0.148 -0.238 0.044
O -9.423 3.309 -4.465 0.019 -0.618 -0.096
O 3.04 2.019 26.216 0.254 0.17 -0.162
O 4.862 -1.89 24.87 -0.034 -0.047 0.332
O -3.361 -4.926 -7.022 0.626 -0.145 -0.074
O -0.085 0.033 22.735 0.363 0.091 -0.278
O -2.282 -6.724 -1.648 0.303 0.583 -0.143
O 1.963 0.243 -6.078 0.198 0.173 -0.205
O -1.596 -1.945 23.173 0.031 -0.157 -0.009
O -3.697 -1.074 24.522 -0.103 0.017 0.15
O -4.149 -7.184 23.274 0.452 0.088 -0.768
O -8.317 -6.388 -6.791 0.207 0.353 0.216
O -9.405 7.604 24.474 0.287 -0.13 0.229
O -4.643 -3.075 -5.726 -0.341 -0.125 -0.204
O 1.592 -3.19 -2.187 -0.548 0.173 0.023
O -3.645 -7.494 -6.709 0.031 -0.264 -0.34
O -6.229 -4.625 -2.022 0.157 -0.228 0.019
O -3.829 -3.235 23.06 0.134 0.363 0.316
O 5.25 -1 -5.966 -0.249 0.479 0.413
O -1.772 7.578 -5.328 0.131 -0.092 -0.338
O -8.184 -2.988 -1.992 -0.392 -0.407 -0.341
O -6.231 -1.039 -6.069 0.349 0.21 -0.245
O -9.806 -7.416 26.582 0.064 0.355 0.268
O -8.625 -1.848 -5.909 0.271 -0.524 -0.085
O -7.593 0.832 26.393 0.035 -0.328 -0.47
O -7.494 5.041 -4.329 0.066 0.308 -0.518
O -4.182 4.628 26.337 0.017 0.15 -0.097
O -3.09 -2.928 -2.636 -0.371 -0.145 -0.341
O -1.697 4.053 25.707 0.212 0.033 0.178
O 3.414 -4.929 23.756 0.441 0.225 0.009
O -10.562 -3.583 -5.816 0.095 -0.334 0.004
O -6.795 -7.285 22.988 -0.493 -0.443 0.294
O 3.675 -4.5 -1.493 -0.246 -0.341 0.244
O 5.043 0.319 -2.926 0.388 0.023 -0.068
O -0.072 -7.815 -0.922 0.426 -0.613 0.27
O -0.172 -0.163 -1.706 0.017 -0.6 -0.173
O 3.668 2.079 -1.533 -0.096 0.687 -0.274
O -4.429 -0.915 -4.203 -0.13 -0.11 0.381
O 1.62 -2.3 -6.335 -0.185 0.14 0.177
O -4.515 1.694 -3.673 0.073 0.453 0.066
O 0.737 6.689 -5.179 0.497 0.081 -0.124
O -8.243 2.781 24.187 0.192 -0.404 -0.099
O -6.152 4.374 24.646 0.49 0.213 -0.266
O -9.986 1.399 25.79 -0.712 -0.308 0.244
O 0.947 0.568 25.255 -0.283 -0.405 0.385
O -1.024 -6.418 23.214 -0.082 0.204 0.148
O -8.691 -6.849 -2.167 0.341 0.358 0.029
O 3.172 4.643 24.562 -0.05 0.125 0.079
O 4.49 2.79 -3.867 -0.231 -0.158 -0.073
O 1.117 -5.82 -2.336 0.147 0.057 0.13
O -7.597 7.217 -2.756 0.3 0.126 -0.289
O 1.232 -4.388 25.066 -0.566 0.05 0.1
O 1.144 2.612 -5.318 0.538 0.296 0.164
O -2.519 2.888 0.156 -0.211 0.29 -0.228
O 1.298 7.275 23.148 -0.445 -0.017 0.249
O -5.093 0.949 25.629 -0.176 -0.247 -0.199
O -3.187 4.921 -3.521 -0.361 -0.454 -0.209
O -5.478 5.723 -2.841 -0.024 -0.137 0.43
O -3.491 7.359 -2.398 0.262 -0.164 0.572
O -5.778 -6.062 -7.253 -0.074 0.299 0.364
O -1.879 -5.969 25.614 -0.113 -0.14 0.368
O -1.664 4.386 23.084 0.033 0.602 0.088
O -5.067 -1.907 -1.27 -0.392 0.032 -0.298
O -4.825 -6.73 -1.773 -0.221 -0.245 -0.029
O 0.116 4.607 -6.739 -0.031 -0.101 -0.543
O -3.682 1.37 23.456 0.106 -0.067 0.162
O -10.085 -4.065 24.921 -0.451 -0.413 -0.045
O -9.985 -1.331 -1.211 -0.072 0.172 0.537
O -10.847 5.101 -0.053 0.237 -0.252 -0.133
O 5.35 -5.989 -6.693 -0.433 -0.266 0.003
O -7.581 4.784 -1.708 -0.772 0.081 -0.126
O -7.672 3.073 0.199 -0.177 0.29 -0.533
O -0.539 4.704 0.249 0.049 0.296 -0.144
O -10.589 4.842 -2.64 0.532 -0.209 0.029
O -10.686 -5.532 -0.143 0.014 -0.287 -0.127
O 1.783 6.639 25.6 -0.134 0.075 0.783
O -0.707 2.227 24.103 -0.495 -0.288 -0.05
O -3.395 -6.989 -4.082 0.009 0.6 -0.098
O -2.501 0.791 25.866 0.515 -0.138 -0.149
O -10.16 -1.94 -3.746 -0.005 -0.223 0.232
O -8.072 -4.828 -3.84 -0.013 -0.128 -0.415
O 3.274 -4.402 -6.156 0.032 -0.288 0.224
O 4.39 6.368 -7.364 -0.306 0.301 -0.43
O -8.16 0.71 -6.583 -0.412 0.076 0.722
O 2.069 8.078 -2.352 0.079 -0.291 -0.57
O -7.058 2.425 -3.769 -0.206 -0.259 0.099
O -0.78 -4.182 -2.842 -0.342 -0.173 0.541
O -9.625 -6.847 -4.606 -0.112 -0.42 0.142
O -6.429 -2.698 -3.916 0.136 0.371 0.041
O -2.199 -3.709 -4.991 0.131 -0.543 -0.213
O -7.421 -1.003 -0.443 0.022 -0.062 0.143
O -6.252 0.336 -2.331 -0.314 -0.334 -0.42
O -6.312 -2.005 25.913 0.518 0.337 -0.096
O -0.97 -1.757 -3.71 0.434 -0.072 -0.588
O 0.546 4.581 24.422 0.245 0.018 -0.139
O 2.584 1.037 -3.686 -0.052 -0.159 0.217
O 0.057 0.543 -4.226 -0.18 0.221 -0.079
O 4.018 6.614 -1.648 -0.576 -0.272 -0.051
O -3.496 2.31 -7.48 -0.633 -0.185 0.354
O -0.182 -7.759 -3.564 -0.232 0.643 -0.134
O 2.635 -7.325 24.636 -0.06 0.208 0.396
O 4.848 1.1 -7.33 -0.13 0.113 0.578
O -9.94 7.899 -6.715 0.291 -0.376 0.208
O -2.885 0.711 -5.542 0.147 -0.304 -0.069
O -0.987 2.135 -6.768 0.332 -0.024 -0.132
O 5.236 5.801 23.475 -0.311 0.203 -0.166
O 0.788 -4.63 -7.069 -0.439 -0.361 0.232
O 4.993 5.049 -5.127 0.376 0.545 0.251
O -4.26 6.983 -4.861 -0.605 -0.26 -0.149
O -2.57 -2.423 -7.229 0.521 0.18 0.407
O 3.336 0.064 24.454 0.134 0.364 -0.279
O -7.463 3.232 -6.221 0.264 0.437 -0.066

Results
total energy: -106479.032 eV
total energy less fixed offsets of O -438.25, Si -107.07 eV per atom: -5.082 eV
